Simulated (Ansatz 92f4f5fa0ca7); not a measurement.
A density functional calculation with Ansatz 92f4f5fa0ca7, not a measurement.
Periodic cell of 272 atoms, Si165O105P2, from a study of silicon, its oxide and their interface. The atomic structure is a simulated model.
Doubt: the cutoff is far below the 930 eV that the study's wrapper takes by default for these files, so forces and energies are approximate.

Settings: functional PBE; potential files Ansatz PAW; basis plane waves; wave-function cutoff 580 eV; density cutoff ratio 5; exchange-correlation grid ratio 1; k mesh 1 x 1 x 1, Gamma-centred; self-consistency stop 5e-08 eV per atom in the density residual; occupations fixed; spin none; net charge 0.

Cell vectors (angstrom)
a 11.6015 0 0
b 0 13.3963 0
c 0 0 29.8085

Atoms and the computed forces on them: element, x, y, z (angstrom), force x, y, z (eV/angstrom)
Si 11.5361 0.1876 22.937 -0.0007 0.002 -0.0005
Si 3.9048 0.1588 23.0485 -0.0014 -0.0003 -0.0016
Si 7.6537 0.1227 23.1557 -0.0004 0.0006 -0.0013
Si 2.0674 3.4587 22.8948 -0.0051 0.0005 -0.0007
Si 5.9016 3.6827 23.0146 -0.0023 0.0037 0.0006
Si 9.7504 3.5363 23.0357 0.0019 0.0028 0.0007
Si 11.6557 6.859 23.0823 -0.0027 0.0004 -0.001
Si 3.9469 7.0366 23.186 0.0014 0.0023 -0.0009
Si 7.7716 6.8992 23.2926 0.0027 0.0062 0.0038
Si 2.0306 10.2428 23.269 -0.0001 -0.0001 -0.0022
Si 5.8503 10.0981 23.2987 -0.0026 -0.002 -0.0006
Si 9.8394 10.0885 23.245 -0.0028 -0.0006 -0.0005
Si 11.6912 2.3949 23.7658 0.0008 -0.001 0
Si 3.9935 2.4075 23.7679 0.0023 0.0004 -0.0011
Si 7.7848 2.4121 23.7871 -0.0015 -0.002 -0.0009
Si 2.0245 5.708 23.7083 0.0023 -0.0007 0.0021
Si 5.8158 5.803 24.0007 0.0013 -0.0013 -0.0011
Si 9.7279 5.7292 23.9007 0.0012 -0.0009 -0.0006
Si 11.7491 9.0262 24.0347 -0.0001 -0.0004 -0.0009
Si 3.9013 9.1342 24.1843 0.0018 -0.0001 -0.0016
Si 7.842 9.0994 24.0452 0.0016 -0.0014 0.0054
Si 1.903 12.5122 23.8192 0.0007 0.0013 0
Si 5.7651 12.3726 23.9349 0.0016 0.0006 -0.0003
Si 9.668 12.398 23.7992 0.0019 -0.0011 -0.0019
Si 11.6382 2.3007 26.1783 -0.0014 0.0005 0
Si 3.9099 2.3088 26.1787 -0.0008 0.0012 0
Si 7.7541 2.3115 26.1919 0.0005 0.0007 0.0005
Si 1.9704 5.6213 26.1475 -0.0015 -0.0001 0.0007
Si 5.8048 5.6554 26.3311 0.0004 -0.0002 0.0013
Si 9.7001 5.6357 26.2645 0.0002 -0.0008 -0.0003
Si 11.6617 8.976 26.3569 0.0005 -0.0004 0.0014
Si 3.8815 9.0104 26.4684 -0.0012 0 -0.0008
Si 7.7864 9.0091 26.3657 -0.0002 0.0013 0.0018
Si 1.9177 12.3866 26.2152 0.0003 0 0.0011
Si 5.7916 12.3296 26.2906 0.0002 0.0007 0.0007
Si 9.6778 12.3463 26.199 -0.0016 0.0003 -0.0002
Si 1.9635 1.1986 27.0213 -0.0004 0.0002 0
Si 5.8227 1.1826 27.024 -0.0005 -0.0004 -0.0012
Si 9.6898 1.1811 27.0041 0.0022 -0.0007 0.0006
Si 11.6407 4.5139 27.0177 0.0016 0.0006 0.0011
Si 3.8708 4.5089 27.0412 0.0003 -0.0006 0.0005
Si 7.7524 4.5182 27.0474 0.0004 0 0.0005
Si 1.9609 7.8108 27.0805 0.0013 0.0004 0
Si 5.8415 7.8791 27.0952 0.0007 -0.0011 0.0008
Si 9.7102 7.8528 27.076 -0.0002 -0.0008 0.0007
Si 11.6079 11.2377 27.042 0.0013 -0.0006 0.001
Si 3.8403 11.2655 27.0795 -0.0009 -0.0009 0.0006
Si 7.7545 11.2448 27.0645 0.001 -0.0002 0.0012
Si 1.9336 1.1164 29.4135 0.0676 0.1883 -0.1494
Si 5.8008 1.1164 29.4135 0.0555 0.1331 -0.1197
Si 9.6679 1.1164 29.4135 0.0666 0.1062 -0.2147
Si 0 4.4654 29.4135 0.1351 0.0479 -0.1467
Si 3.8672 4.4654 29.4135 -0.0769 0.034 -0.1026
Si 7.7343 4.4654 29.4135 0.0778 0.0212 0.0271
Si 1.9336 7.8145 29.4135 0.0057 -0.1842 0.3097
Si 5.8008 7.8145 29.4135 0.0927 0.0372 0.4522
Si 9.6679 7.8145 29.4135 0.0739 -0.0081 0.1948
Si 0 11.1635 29.4135 0.0039 0.1681 -0.04
Si 3.8672 11.1635 29.4135 -0.1002 0.2945 0.2923
Si 7.7343 11.1635 29.4135 0.0411 0.2188 0.0534
Si 0 0 0.3944 -0.0717 -0.1282 -0.1418
Si 3.8672 0 0.3944 -0.0298 -0.1925 0.1882
Si 7.7343 0 0.3944 -0.1588 -0.2527 -0.1081
Si 1.9336 3.3491 0.3944 0.0505 -0.1215 -0.1903
Si 5.8008 3.3491 0.3944 -0.125 -0.0659 0.0961
Si 9.6679 3.3491 0.3944 -0.1276 -0.0014 -0.1715
Si 0 6.6981 0.3944 -0.0756 -0.01 0.0253
Si 3.8672 6.6981 0.3944 -0.0031 -0.1418 -0.1367
Si 7.7343 6.6981 0.3944 0.018 0.0041 0.1533
Si 1.9336 10.0472 0.3944 -0.0667 -0.0049 -0.0714
Si 5.8008 10.0472 0.3944 0.1454 0.0045 -0.0803
Si 9.6679 10.0472 0.3944 -0.0059 -0.1412 -0.0679
Si 11.551 -0.0492 2.7479 -0.0011 -0.002 0.0023
Si 3.8332 -0.0721 2.785 0.0042 -0.0044 0.0013
Si 7.67 -0.0933 2.7478 -0.0047 0.0007 -0.0028
Si 1.9214 3.2787 2.732 0.0004 0.0021 -0.001
Si 5.7535 3.2865 2.7826 -0.0008 -0.0012 -0.0001
Si 9.6146 3.3098 2.7456 -0.0014 0.0012 -0.0018
Si 11.5848 6.6404 2.7573 0.0001 0.0005 -0.0008
Si 3.8676 6.6224 2.7402 0.0002 0.0002 -0.0002
Si 7.738 6.6574 2.7799 0.0009 0.0014 -0.0024
Si 1.9164 9.9962 2.761 0.0021 0.0018 -0.001
Si 5.8229 10.0168 2.7578 0 -0.0038 -0.0027
Si 9.6717 9.9748 2.7572 0.0019 0.0007 -0.0014
Si 11.5587 2.2047 3.4431 0.0011 -0.0011 0.003
Si 3.8113 2.1354 3.5975 -0.001 0.0013 -0.0088
Si 7.6906 2.1222 3.4968 0.0046 -0.0004 0.0007
Si 1.9147 5.499 3.4888 0.0008 0.0006 0.003
Si 5.8045 5.5335 3.5656 -0.0004 -0.0004 0.0029
Si 9.6633 5.5208 3.5843 0.0003 0.0015 -0.0082
Si 11.5998 8.862 3.5798 0.0003 0.0034 0.0025
Si 3.8905 8.8678 3.4342 0.0005 -0.0029 0.0014
Si 7.7422 8.8872 3.5955 0.0001 -0.0009 0.0008
Si 1.8628 12.2266 3.5627 -0.0018 -0.0014 0.0017
Si 5.7518 12.2 3.6591 0.0039 0.0017 0.0035
Si 9.6147 12.2003 3.5082 0.0002 0.0004 0.0021
Si 11.5012 2.1815 5.7638 0.0006 -0.0006 -0.0021
Si 3.8088 2.0078 5.9849 0.0086 -0.01 -0.0015
Si 7.5812 1.9673 5.8359 -0.0082 0.0052 0.0023
Si 1.9204 5.4004 5.8295 0.0042 -0.0005 -0.0011
Si 5.802 5.5032 5.9422 0.0034 0.0008 0.0085
Si 9.6401 5.4179 5.9675 0.0056 0.0015 -0.0049
Si 11.613 8.7656 5.9674 0 -0.0037 0.0045
Si 3.9219 8.8306 5.7535 -0.0026 0.0035 -0.0028
Si 7.7687 8.8763 5.9955 -0.0018 0.0017 0.002
Si 1.7594 12.1504 5.9461 -0.0059 -0.0034 0.0099
Si 5.7083 12.2243 6.0951 -0.0077 0.0165 -0.007
Si 9.5794 12.126 5.8621 0.0019 -0.0003 0.004
Si 1.6733 0.9795 6.7271 0.003 0 0.0026
P 5.7182 1.0055 6.8555 0.0014 0.0008 -0.0114
Si 9.6322 0.9556 6.5819 0.0013 0.001 0.0003
Si 11.6104 4.3272 6.7505 -0.0063 -0.004 0.0093
Si 3.8727 4.2887 6.5887 -0.0066 -0.0027 0.0071
Si 7.6867 4.1916 6.5572 -0.0056 -0.0243 0.0137
Si 2.0429 7.6417 6.5211 0.0005 0.003 0.0062
Si 5.8276 7.7723 6.7306 -0.0021 0.0036 -0.004
Si 9.6816 7.6491 6.764 -0.0022 -0.0095 -0.0027
Si 11.4169 10.9746 6.7915 -0.0004 0.0092 -0.0158
Si 3.6836 10.9987 6.6391 0.0178 0.0009 -0.0117
Si 7.706 11.1009 6.8853 0.0007 -0.0012 0.0165
O 9.8423 7.6057 8.4297 0.0056 0.0015 -0.002
O 9.9302 0.8383 8.2256 -0.0007 0.0005 -0.0008
O 1.0747 0.9593 8.3166 0.0004 0.0002 -0.0063
O 3.2714 10.608 8.1934 -0.0063 -0.0055 -0.0046
O 5.8154 7.9186 8.398 -0.0022 -0.0026 0.0012
O 3.8384 4.2241 8.2401 0.0019 0.0045 -0.0086
O 7.7229 3.7912 8.1713 -0.0088 0.0286 0.0316
O 0.1447 4.2706 8.4211 0.0026 0.0036 -0.0068
O 11.0581 10.934 8.4342 -0.0021 -0.0026 -0.0152
O 7.9785 11.077 8.5492 -0.0061 -0.001 -0.0051
O 2.3626 7.5261 8.1289 0.0013 0.0025 -0.0118
O 11.3991 0.2183 21.262 0.0007 -0.0017 0.0007
O 9.7421 3.6375 21.371 -0.0009 -0.0006 0.0029
O 4.1278 7.5464 21.5991 0.0002 -0.0006 -0.0005
O 6.0154 4.1602 21.3998 0.0008 -0.0002 0.0034
O 5.7347 9.7564 21.6641 0.0012 0.0014 0.0001
O 2.1518 3.3878 21.2147 0.0018 -0.0002 -0.0007
O 7.3294 13.4498 21.5183 -0.0004 0.0014 0.0035
O 4.0046 0.1604 21.3872 0.0018 0.0009 0.0024
O 7.649 7.0192 21.6545 0.0025 -0.0021 0.0023
O 2.1267 10.1832 21.6222 -0.0019 -0.0005 0.0078
O 11.5398 6.9668 21.4217 0.0012 0.0005 -0.0007
O 10.1595 9.6519 21.6562 0.0016 -0.0005 0.0001
Si 11.6493 6.4544 11.3394 -0.015 0.0038 -0.0032
Si 1.5553 10.3461 16.3329 -0.0014 0.0009 0.0024
Si 0.285 3.6749 9.9424 -0.0064 0.0087 -0.0025
Si 8.066 12.8608 20.1991 0.0018 -0.0023 -0.0017
Si 2.9002 10.4578 9.7596 -0.006 -0.0061 -0.001
Si 2.5571 10.3987 20.0771 0.0006 0.0001 -0.0031
Si 10.3435 3.6995 19.8552 0.0009 -0.0017 0.0004
Si 0.2733 12.8079 17.1695 -0.0004 -0.0009 -0.0004
Si 10.7924 0.6993 19.8136 0.0014 -0.0012 0.0008
Si 3.2009 7.7684 16.2737 -0.0016 0.0014 0.0012
Si 0.3242 6.4787 19.921 0.0003 0.0029 0.0016
Si 9.4598 2.6176 14.4596 0.0042 0.0031 0.0025
Si 2.9836 2.5195 11.1302 -0.0006 0.003 -0.0024
Si 5.1356 12.0277 15.3563 -0.0002 0.0003 0.0047
Si 4.9228 8.681 20.7186 0.0017 -0.0014 -0.0007
Si 3.5915 -0.5096 11.4855 0.0159 0.006 -0.0022
Si 5.6123 8.9295 14.8233 -0.0015 -0.0013 0.003
Si -0.1522 11.3186 9.9847 -0.0083 0.0016 0.0146
Si 9.4327 10.0255 20.2487 0.0063 0.0087 0.007
Si 3.4518 0.0538 19.8561 -0.0009 0.0004 0.0009
Si 7.4697 4.4897 9.6057 0.0357 0.0169 -0.0083
Si 2.2834 12.3324 14.2363 -0.005 -0.0029 0.0068
P 6.0716 0.5996 10.8158 -0.0163 0.0117 0.0298
Si 2.7998 2.9049 19.7754 -0.0014 -0.0003 0.0032
Si 5.7812 4.4809 13.757 0.0002 0.0108 -0.0028
Si 7.4904 0.2719 15.6496 0.0051 -0.0023 0.0082
Si 9.6409 11.4092 15.2284 0.002 -0.0003 0.0047
Si 2.0476 6.5517 13.5912 -0.0034 0.0002 -0.0029
Si 2.9031 3.5297 14.1004 -0.008 0.0021 0.0025
Si 11.6729 9.1605 18.4567 -0.0064 -0.0014 0.0014
Si 11.2602 0.8931 9.1833 0.0007 -0.0029 0.0009
Si 9.1404 7.1802 9.8406 -0.0168 -0.0259 0.0173
Si 8.7086 8.6251 14.6049 0.0052 -0.003 0.0026
Si 4.8316 7.1529 12.3917 -0.0044 -0.0005 -0.0072
Si 2.9804 5.6317 18.774 -0.0024 0.0029 0.0034
Si 2.5855 7.4066 9.7172 -0.007 -0.0018 0.0033
Si 6.3025 8.4168 9.8776 0.0119 -0.0105 0.0038
Si 4.3738 4.7322 9.6771 0.0004 0.0011 -0.0058
Si 9.3976 10.5567 12.3027 0.0013 -0.003 -0.0057
Si 5.9434 13.0402 17.992 0.0016 0.0012 0.004
Si 7.9871 4.9702 18.4233 0.0005 0.001 0.0013
Si 8.3489 5.5022 15.2996 0.0068 0.0052 -0.0016
Si 7.2444 11.1927 10.0219 0.0067 0.0087 -0.0081
Si 5.3911 4.2042 19.888 -0.0002 -0.0008 0.0018
Si 0.8413 1.5245 15.1887 -0.0013 0.0001 0.0028
Si 7.5252 7.5491 20.1361 -0.0101 -0.0021 0.0033
Si 7.6894 2.5603 12.113 0.0092 0.0142 -0.0282
O 3.5099 6.0797 10.0443 0.0028 -0.003 0.0001
O 2.0314 2.6605 15.186 0.0024 0.0014 -0.0043
O -0.304 12.9548 10.1405 -0.0006 0.0013 0.0021
O 8.3237 8.9245 19.8722 -0.0018 0.0007 -0.0089
O 2.4172 1.317 19.5368 0.0002 0.0015 -0.0022
O 8.1511 5.4616 16.8979 -0.001 0.0004 0.0059
O 2.7313 11.9878 19.7287 0.0008 -0.0005 -0.0021
O 7.1868 8.8156 15.1498 -0.0066 0.0001 0.0012
O 1.2546 0.2074 14.303 0.0006 -0.0005 -0.0022
O 4.4647 3.8531 14.5347 0.0031 -0.0023 -0.0027
O 4.2663 3.455 10.7083 0.0058 0.0013 0.0055
O 11.0104 2.1608 14.7007 -0.0029 0 -0.0007
O 11.456 4.8477 11.0064 0.0005 0.0005 -0.0009
O 10.8658 12.0786 16.0871 0.0003 -0.0009 -0.0014
O 8.9848 6.9817 14.8193 0 -0.0008 0.0005
O 1.8112 3.2544 10.2914 0.0045 0.0029 0.0035
O 8.5508 5.6782 9.7604 -0.0211 -0.0149 -0.0284
O 11.1328 2.2893 19.5462 0.0005 0.0013 -0.0011
O 5.463 7.5796 10.9675 0.0003 0.0049 -0.0068
O 11.3907 7.5834 18.8202 -0.0001 -0.002 0.0007
O 7.9085 8.2018 10.1269 -0.0104 -0.0074 -0.0023
O 10.2243 7.2072 11.0624 0.0041 -0.0124 -0.0076
O 9.284 4.1946 14.9173 0.0008 -0.0025 -0.0026
O 8.829 11.4867 20.5647 -0.0018 0.0021 0.0008
O 10.6251 10.5636 11.1972 -0.0019 0.0049 0.0056
O 8.3865 12.3015 15.7753 -0.0082 0.0052 -0.0034
O 4.4442 2.8791 19.8141 0.0007 -0.0003 -0.0016
O 4.6577 0.2328 18.7771 -0.0012 0 -0.0015
O 10.4415 10.085 18.9805 0.0056 0.001 -0.0077
O 6.815 0.7164 17.0913 -0.0016 0.0004 -0.0035
O 0.5761 6.7338 12.8765 0.0018 -0.0034 -0.0008
O 1.1225 7.1372 10.3445 0.0017 -0.0013 -0.0012
O 3.195 7.1291 12.5656 -0.0002 0 0.002
O 3.9277 9.5591 19.7773 0.001 -0.0004 -0.0004
O 6.8412 5.2682 14.708 -0.006 -0.0015 0.0006
O 0.6633 0.929 16.6964 -0.0003 0.0009 -0.003
O 1.5506 11.765 17.1885 0.0018 0.0003 -0.0031
O 5.3996 8.3174 13.3476 0.0016 0.005 0.005
O 2.6795 12.2506 12.6659 0.0005 0.0019 -0.0032
O 6.5276 3.2229 13.0496 -0.0035 -0.0031 -0.0038
O 2.7934 9.3181 16.6598 0.0025 -0.002 -0.0024
O 5.9778 7.8962 19.7542 -0.0019 0.0002 0.0006
O 1.9447 6.399 19.7705 0.0012 -0.0005 -0.0018
O 1.4111 9.6899 19.1937 0.0072 0.0024 -0.0004
O 9.5051 9.7815 15.4981 0.0011 -0.0001 0.002
O 3.161 8.8863 10.1988 0.0078 -0.0022 0.0056
O 9.0096 9.1039 13.0358 0.0005 0.0027 -0.0067
O 2.2203 7.3299 15.0211 0.0008 -0.0017 -0.0003
O 9.1376 3.8766 18.781 0 0.0012 -0.0023
O 4.7722 7.9624 15.8521 0.0003 -0.0007 -0.0017
O 7.3327 0.9813 11.8013 -0.009 0.0041 -0.0034
O 8.1491 6.3511 19.2562 0.0049 -0.0098 -0.0096
O 5.9624 5.0997 9.6496 -0.0015 -0.0013 0.0044
O 6.9768 -0.9529 19.0847 0.0015 0.0001 0.0006
O 11.0641 2.2607 10.0801 -0.0051 -0.0094 0.003
O 9.1346 2.5718 12.8588 -0.0018 -0.0016 0.0012
O 9.7564 11.5638 13.5747 -0.0015 -0.0006 -0.0048
O 6.5695 4.2308 18.7657 0.0002 -0.0005 -0.0031
O 6.0828 10.0322 10.0428 -0.0025 -0.0022 0.002
O 1.3676 10.8 10.1534 -0.0001 -0.0019 0.0085
O 5.1959 10.5094 14.7563 -0.0016 0.0008 0.0003
O 1.6333 10.8897 14.7613 0.0012 0.0005 0.0006
O 11.3416 13.0507 18.6848 -0.0018 0.0024 0.0023
O 5.4118 11.8822 16.9679 -0.0015 -0.0017 -0.0042
O 8.1375 11.0524 11.3822 0.0016 -0.0007 0.0034
O 11.3131 4.9949 19.6548 0.0002 -0.0008 -0.0025
O 8.3878 1.5563 15.1575 0.0001 -0.0012 0.0004
O 2.4343 4.0532 18.6205 0.0007 -0.0016 -0.0015
O 3.7661 11.6544 10.4428 0.0038 0.0028 0.0048
O 9.1578 0.5851 19.7422 -0.0007 -0.0003 -0.0014
O 2.837 2.6346 12.7437 0.0018 -0.0025 -0.0003
O 3.6405 12.6307 15.0967 0.0017 0.0006 -0.0027
O 7.7815 3.3859 10.7336 0.0013 0.0068 0.0037
O 5.1274 -0.1451 11.965 0.0087 0.0148 -0.0066
O 4.4235 5.4913 19.5377 0.0012 0.0001 -0.0021
O 6.2101 13.1295 14.7445 -0.0025 0.0003 -0.0031
O 3.0959 6.5731 17.4148 0.0008 -0.0015 -0.0003
O 3.0014 0.8969 10.8309 -0.0005 -0.0092 0.0009
O 0.2719 9.4335 16.8458 -0.0016 -0.002 0.001
O 5.3111 5.6182 12.6842 0.0005 -0.0056 0.0034
O 2.1774 4.9575 13.8637 0.0014 -0.002 -0.0015
O 6.6384 12.7103 10.0159 0.0098 -0.0264 -0.0174

Results
free energy: -166114.785 eV
free energy less fixed offsets of O -568.88, P -755.39, Si -635.61 eV per atom: 4.045 eV

The program warned: the cutoff lies below the one the program advises for these potential files; the forces do not sum to zero within the program's tolerance; the exchange-correlation potential is rough where the density is thin.
